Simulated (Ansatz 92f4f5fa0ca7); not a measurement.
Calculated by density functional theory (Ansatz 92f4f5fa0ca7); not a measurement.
Periodic cell of 224 atoms, Si132O90B1H1, from a study of silicon, its oxide and their interface. The atomic structure is a simulated model.

Settings: functional PBE; potential files Ansatz PAW; basis plane waves; wave-function cutoff 700 eV; density cutoff ratio 5; exchange-correlation grid ratio 1; k mesh 2 x 2 x 1, shifted by 0.5 0.5 0.5 of a step; self-consistency stop 5e-08 eV per atom in the density residual; occupations fixed; spin none; net charge 0.

Cell vectors (angstrom)
a  10.938  0  0
b  0  10.938  0
c  0  0  32.3385

Atoms and the computed forces on them: element, x, y, z (angstrom), force x, y, z (eV/angstrom)
Si  0.3777  -0.3915  24.9089  0.0404  0.0026  -0.0348
Si  5.2107  0.2107  24.8015  0.0098  0.0109  -0.0066
Si  2.8615  2.3528  24.7697  -0.0075  -0.0202  -0.0262
Si  7.8328  2.857  24.7796  -0.02  0.0021  -0.0104
Si  -0.2739  5.6845  24.9547  0.0114  0.0185  -0.0038
Si  5.6863  5.1905  24.8818  0.0348  0.0142  -0.0319
Si  2.5805  8.2497  24.8817  -0.0209  0.0021  -0.0174
Si  8.3366  7.7662  25.0055  -0.0085  -0.0271  -0.0111
Si  1.4143  1.2379  26.2406  -0.009  0.0381  -0.0032
Si  6.7441  1.3467  26.1992  0.0155  -0.0063  -0.0025
Si  4.0219  4.0176  26.0736  0.0067  -0.0003  0.0251
Si  9.5287  3.9706  26.1023  -0.0144  0.0224  0.0067
Si  1.3296  6.8018  26.2579  0.0229  0.0017  -0.0194
Si  6.8268  6.6501  26.3489  -0.0116  0.0283  -0.0145
Si  4.1445  9.4943  26.1375  0.0074  0.0346  0.0139
Si  9.5446  9.5036  26.1148  0.0116  -0.0056  0.0307
Si  2.8081  -0.0798  27.5829  0.0069  -0.0035  -0.0071
Si  8.2055  -0.0134  27.5048  0.0115  -0.0124  0.0027
Si  0.0212  2.689  27.5148  -0.0097  0.0073  0.0051
Si  5.4248  2.7546  27.5524  0.0038  -0.0052  -0.0067
Si  2.745  5.4251  27.5291  0.009  -0.0117  0.0104
Si  8.2744  5.3476  27.6086  0.0112  -0.0107  -0.0047
Si  -0.0161  8.2217  27.5789  0.0042  -0.0012  -0.0068
Si  5.5017  8.1722  27.5587  -0.0159  0.0105  0.0023
Si  4.1018  1.3673  28.9203  0.0626  -0.063  0.1656
Si  9.5708  1.3673  28.9203  -0.0441  -0.1101  -0.2862
Si  1.3673  4.1018  28.9203  -0.0485  -0.1846  -0.2071
Si  6.8362  4.1018  28.9203  -0.1553  -0.3368  0.3272
Si  4.1018  6.8362  28.9203  -0.0731  -0.1286  -0.1698
Si  9.5708  6.8362  28.9203  0.1015  -0.1797  0.1406
Si  1.3673  9.5708  28.9203  0.041  -0.0559  0.2419
Si  6.8362  9.5708  28.9203  0.1435  0.0155  -0.1391
Si  0  0  30.2875  0.0491  -0.0023  -0.0231
Si  5.469  0  30.2875  0.0132  0.1089  -0.0006
Si  2.7345  2.7345  30.2875  -0.0695  -0.1081  -0.0078
Si  8.2035  2.7345  30.2875  -0.2  -0.069  0.0081
Si  0  5.469  30.2875  -0.0215  0.0982  0.0014
Si  5.469  5.469  30.2875  0.0547  0.0142  -0.0176
Si  2.7345  8.2035  30.2875  -0.1561  -0.0519  -0.0018
Si  8.2035  8.2035  30.2875  -0.0444  -0.0458  -0.0195
Si  1.3673  1.3673  31.6548  -0.03  0.0491  0.0194
Si  6.8362  1.3673  31.6548  0.1242  -0.0738  0.0163
Si  4.1018  4.1018  31.6548  -0.0064  0.0307  -0.0025
Si  9.5708  4.1018  31.6548  0.0414  -0.0261  -0.0234
Si  1.3673  6.8362  31.6548  0.0879  -0.0643  0.0074
Si  6.8362  6.8362  31.6548  -0.0317  0.0252  0.0143
Si  4.1018  9.5708  31.6548  0.0376  -0.0403  -0.0252
Si  9.5708  9.5708  31.6548  0.0152  -0.0027  0.0017
Si  2.7345  0  0.6835  0.0042  -0.0186  -0.005
Si  8.2035  0  0.6835  -0.1047  0.0486  -0.0045
Si  0  2.7345  0.6835  -0.0291  0.005  0.0225
Si  5.469  2.7345  0.6835  -0.007  -0.0249  -0.0143
Si  2.7345  5.469  0.6835  -0.0877  0.0717  -0.0137
Si  8.2035  5.469  0.6835  -0.007  0.0128  -0.0036
Si  0  8.2035  0.6835  -0.0013  -0.0143  -0.0138
Si  5.469  8.2035  0.6835  -0.0143  0.0275  0.0219
Si  4.1018  1.3673  2.0507  0.0346  0.0546  0.0508
Si  9.5708  1.3673  2.0507  0.0282  -0.0365  -0.0483
Si  1.3673  4.1018  2.0507  0.1587  0.0613  -0.038
Si  6.8362  4.1018  2.0507  0.012  0.014  0.0666
Si  4.1018  6.8362  2.0507  -0.0353  -0.1178  -0.0435
Si  9.5708  6.8362  2.0507  0.0349  0.0415  0.0629
Si  1.3673  9.5708  2.0507  -0.033  -0.0086  0.0545
Si  6.8362  9.5708  2.0507  0.1492  0.0351  -0.0534
Si  0  0  3.418  -0.1782  0.1205  -0.2134
Si  5.469  0  3.418  0.201  0.0941  0.178
Si  2.7345  2.7345  3.418  0.0755  0.4689  -0.3117
Si  8.2035  2.7345  3.418  0.1329  -0.0963  0.1577
Si  0  5.469  3.418  0.1994  0.1186  0.2025
Si  5.469  5.469  3.418  -0.4478  0.0389  -0.1197
Si  2.7345  8.2035  3.418  -0.0408  -0.2383  0.259
Si  8.2035  8.2035  3.418  0.0242  0.5181  -0.3611
Si  1.3226  1.4471  4.7166  -0.0109  0.0132  0.0028
Si  6.8564  1.3775  4.824  0.0033  -0.004  -0.0219
Si  4.0736  4.122  4.8196  -0.0241  0.0147  0.0111
Si  9.5746  4.12  4.7893  0.0102  -0.0101  0.0084
Si  1.3616  6.8396  4.8553  0.0118  -0.0114  -0.01
Si  6.758  6.9367  4.6977  -0.0216  0.0114  0.0116
Si  4.084  9.5929  4.7765  0.009  -0.0099  -0.0028
Si  9.5436  9.6211  4.7864  -0.0125  0.0136  0.0034
Si  2.7355  0.1308  6.0052  0.0144  -0.0142  0.0103
Si  8.2581  0.0816  6.2575  0.0055  0.0035  0.0047
Si  0.047  2.7953  6.1932  -0.0066  -0.0132  0.0006
Si  5.5187  2.7874  6.1637  -0.0021  -0.0089  -0.0207
Si  2.7173  5.4707  6.3094  -0.0062  -0.0105  -0.0157
Si  8.1548  5.5943  5.953  0.0105  -0.0206  0.0041
Si  -0.0112  8.2951  6.1565  -0.0105  0.0001  -0.0157
Si  5.4889  8.3011  6.1777  0.0092  -0.0101  0.0088
Si  3.9855  1.5351  7.4255  -0.0282  -0.001  0.0421
Si  9.8774  1.2756  7.5949  0.0143  0.0075  0.0068
Si  1.685  3.7292  7.6512  0.006  -0.0379  0.0218
Si  6.6554  4.5006  7.3387  0.0066  0.0345  0.0456
Si  4.3915  6.6798  7.4793  0.0063  0.0042  0.0209
Si  9.2553  7.1168  7.3217  -0.0372  -0.0105  0.0297
Si  1.1535  10.0005  7.3208  0.0153  0.0224  0.0532
Si  7.1061  9.4093  7.5531  0  -0.0167  0.0194
O  9.5218  6.764  24.3987  -0.0042  -0.0103  -0.0367
O  4.0484  1.2864  24.254  -0.0055  -0.0061  -0.0292
O  8.1723  8.2067  7.9498  0.0038  0.0117  0.0295
O  2.8982  2.6552  7.9367  0.012  -0.0031  0.0239
O  6.8105  4.091  24.3797  -0.0046  -0.0056  -0.0306
O  1.4663  9.3859  24.4705  0.0017  -0.0152  -0.0297
O  5.5107  5.5467  7.944  0.0081  -0.0032  0.0303
O  0.0563  0.1097  8.0188  0.0057  -0.0048  0.0301
O  7.6208  4.0579  8.5801  -0.0152  -0.0151  -0.004
O  6.567  10.0279  8.9992  -0.0006  0.0091  -0.0045
O  9.8578  6.2085  8.5686  0.0115  0.0275  0.0078
O  2.1881  9.4572  8.4782  -0.0328  -0.0314  0.0006
O  4.5663  0.7757  8.7744  0.0078  0.0173  -0.0158
O  1.0719  3.8638  9.1821  0.0109  0.0106  -0.0028
O  9.4156  2.0924  8.9799  -0.0034  -0.0024  -0.0054
O  3.8888  7.3871  8.916  -0.0143  0.0038  -0.0017
O  7.2653  8.1682  23.7962  0.0164  0.0249  -0.0142
O  8.1242  2.0722  23.3505  0.0013  0.0202  -0.0099
O  5.1804  5.9102  23.4971  -0.0079  -0.0001  0.0131
O  1.9613  2.8702  23.469  0.0091  0.0087  0.0081
O  10.9814  0.2676  23.4307  -0.0118  -0.0188  -0.0029
O  0.5726  5.1201  23.6624  -0.018  -0.0324  -0.0133
O  3.1782  7.6369  23.4668  0.0101  -0.006  0.0052
O  6.0201  10.5225  23.4899  -0.0061  -0.0075  0.0007
Si  6.1387  -2.7675  20.4852  -0.0039  0.0039  0.0022
Si  4.164  6.7246  22.5342  -0.0031  0.0039  -0.0074
Si  -6.708  15.2617  11.773  0.0005  0.0118  0.0003
Si  5.6665  1.6383  12.2752  0.0019  -0.0092  0.0012
Si  5.9302  0.464  9.6202  0.011  0.004  -0.0067
Si  -1.0928  -0.619  16.3852  -0.007  0.004  0.0004
Si  -0.0271  -0.452  13.4345  0.0049  0.005  0.0072
Si  -1.9463  2.2668  21.9694  0.0018  -0.0019  0.0016
Si  5.4569  4.9846  14.302  0.0006  0.0054  0.0033
Si  2.836  3.4295  18.5538  -0.0016  0.0032  -0.0037
Si  2.1566  -2.2782  12.4281  0.0124  0.0031  -0.0095
Si  2.0494  5.4634  20.6813  0.0011  -0.0064  -0.0013
Si  8.0804  2.8635  9.5678  -0.006  -0.0049  -0.0038
Si  0.1467  8.0674  20.4704  0.0026  0.0066  0.0013
Si  12.8544  3.2102  15.8638  -0.0017  -0.0029  0.0034
Si  3.8395  -3.3418  14.6487  0.0061  0.0046  0.001
Si  -1.3595  5.644  13.9626  -0.0018  -0.0041  0.0028
Si  -2.9014  14.5083  19.3117  -0.0006  -0.0051  -0.0005
Si  5.7854  3.534  17.2043  0.0001  0.0017  -0.0049
Si  8.5431  6.5328  19.3916  -0.0039  0.004  -0.0003
Si  -3.7364  -1.392  22.9234  0.0177  -0.0007  0.0086
Si  -1.4538  7.1693  16.4939  -0.0002  -0.0015  -0.0007
Si  7.6425  1.252  17.603  0.0018  -0.0018  -0.0063
B  3.0997  0.9429  19.5975  0.0004  -0.0002  0.0061
Si  12.1274  4.2367  10.7731  -0.0035  0.0065  0.0012
Si  5.3791  10.5538  18.778  0.0045  0.0005  -0.002
Si  10.0433  10.5473  22.2678  -0.0061  -0.0016  0.0105
Si  -0.6828  -3.0052  12.202  -0.002  0.0029  -0.0074
Si  1.2622  -0.8953  18.3251  -0.0047  -0.0028  -0.0022
Si  2.5209  8.1644  9.3856  -0.0034  0.003  -0.0128
Si  -3.1448  3.6668  12.6177  0.0059  0.0005  -0.0045
Si  -0.1245  6.6655  9.7917  0.0122  0.0044  -0.0107
Si  0.7849  3.7744  22.7629  -0.0161  0.0058  0.0039
Si  -7.4793  1.331  14.2926  0.0002  0.0009  0.0062
Si  12.1087  6.1069  15.5079  0.0039  0.0021  0.0047
Si  0.8857  2.2313  13.1742  -0.0071  0.0043  0.0035
Si  3.6262  -0.9643  16.3491  0.0042  -0.0049  -0.0011
O  2.3174  -1.4112  17.2026  0.0076  0.0224  0.0076
O  -2.0319  -5.9963  19.4891  -0.0118  0.0137  0
O  4.716  -0.2316  17.2969  -0.0132  -0.021  0.0125
O  -2.0963  6.2091  15.3229  0.0291  0.0051  -0.0017
O  0.6479  3.2193  11.9131  0.019  0.0004  0.0011
O  1.211  -4.069  20.8099  -0.007  -0.0127  0.0037
O  1.3235  7.0823  9.169  -0.0114  0.0148  0.0323
O  -6.0635  2.8395  11.4723  0.0093  0.001  0.0284
O  9.2943  -4.1562  12.8227  0.0232  0.003  0.0137
O  5.0671  -4.3935  14.549  -0.0026  -0.0103  -0.0071
O  2.4103  1.6352  13.0743  -0.0104  0.0001  0.0194
O  4.1729  4.411  13.4272  0.0092  0.0033  -0.0263
O  -4.0746  0.3078  18.7084  -0.0129  0.0053  -0.0197
O  3.3309  2.5674  15.3525  -0.0254  -0.0064  -0.0092
O  4.3746  8.6841  15.7218  -0.0286  0.0143  -0.0073
O  5.7827  4.3781  15.7911  -0.0037  -0.0048  -0.0037
O  2.3469  7.1482  15.1404  -0.0092  0.0023  0.0099
O  8.7083  -0.826  23.0921  -0.0002  0.0015  -0.0392
O  -5.7657  16.4219  11.1245  -0.0391  -0.0049  -0.0261
O  2.0134  4.8218  15.9987  -0.0086  -0.01  -0.0148
O  6.6659  4.0617  18.5181  0.0098  -0.0144  -0.0041
O  1.2026  4.2177  21.2696  0.0166  0.0261  0.0158
O  4.2699  3.5354  17.7813  -0.0181  0.0038  0.0073
O  6.9307  1.7278  9.4697  -0.007  -0.0074  0.0082
O  0.9022  -3.326  12.5437  -0.0233  0.0123  -0.0146
O  -0.6553  3.0809  22.5272  0.0043  -0.0038  -0.0042
O  6.4741  2.093  16.8031  0.0233  0.0086  0.0296
O  -0.8281  7.9207  10.574  0.0182  -0.0247  0.0265
O  -8.4827  4.9108  19.179  0.0121  -0.0163  0.0054
O  20.5741  7.3817  20.2327  0.0113  -0.0052  -0.0126
O  5.696  0.3555  11.242  -0.0039  0.0222  0.0011
O  8.6129  6.9104  17.8226  0.008  -0.003  0.0143
O  -2.9145  2.9813  20.8539  0.0133  -0.0132  0.001
O  9.1226  4.1424  13.4713  0.0168  0.0159  -0.0053
O  -9.1972  2.8163  17.4553  0.0297  -0.0052  0.0141
O  -0.2282  12.0067  12.8946  0.018  -0.0115  0.0116
O  -1.0753  -1.521  12.7732  0.034  -0.0111  -0.0006
O  0.7742  -2.1953  19.1473  -0.0054  0.0135  0.0131
O  2.9648  2.3074  19.732  0.0012  0.0241  -0.0198
O  1.984  11.1287  19.301  -0.0182  -0.0268  -0.023
O  2.6506  8.7446  10.8841  -0.0189  -0.022  -0.0114
O  3.5294  -2.6883  13.1875  -0.0015  0.0004  0.022
O  5.5298  8.9807  19.2031  0.0072  0.0191  0.0155
O  -11.0264  -0.2985  17.6304  0.0144  -0.0113  -0.0046
O  8.5384  0.3504  16.5795  0.0076  -0.0043  0.0194
O  4.9552  7.6646  21.4701  0.0128  -0.0048  0.0031
O  2.7465  4.5403  11.1317  0.0036  -0.0098  0.0031
O  -4.2224  4.7468  13.2635  -0.0212  -0.0093  0.0124
O  -6.5897  11.3179  19.7973  0.0209  -0.0154  -0.0118
O  -0.2388  10.6058  15.036  -0.0069  -0.0085  -0.0097
O  7.0016  9.2634  21.3379  -0.0176  -0.0211  0.0079
O  0.2452  -5.3421  14.262  -0.0184  0.0212  0.0162
O  8.6152  13.2805  18.3754  -0.0303  -0.0057  0.0007
O  8.242  3.605  11.0275  -0.0016  -0.0034  0.0016
O  7.1389  2.1675  12.8079  -0.0215  0.0109  -0.0048
O  -0.1291  -1.6527  21.553  -0.0075  0.0004  -0.0043
O  1.498  -0.9075  13.0193  -0.0187  -0.001  -0.0004
O  0.1463  6.7635  16.616  -0.0169  -0.0031  -0.0316
O  0.1487  5.4907  10.8828  0.0059  0.0145  -0.0198
O  0.7697  2.7853  14.7454  0.0269  -0.008  -0.0062
O  7.0655  6.921  19.981  0.0071  0.0159  0.0037
O  3.3604  5.6443  21.6271  -0.0121  0.0107  -0.002
O  -1.5859  8.7702  16.232  0.0108  0.0056  0.0063
O  3.1194  -0.003  15.1467  0.0175  0.0009  0.009
O  -1.3874  0.8515  21.3142  -0.0032  0.0182  0.0291
O  -6.0098  1.1755  13.6455  -0.0196  0.0091  -0.0144
H  -6.1382  16.9678  10.4112  0.0204  -0.0213  0.0357

Results
free energy: -135288.541 eV
free energy less fixed offsets of B -155.45, H -17.10, O -569.03, Si -635.61 eV per atom: -2.771 eV

The program warned: the cutoff lies below the one the program advises for these potential files; the exchange-correlation potential is rough where the density is thin.
